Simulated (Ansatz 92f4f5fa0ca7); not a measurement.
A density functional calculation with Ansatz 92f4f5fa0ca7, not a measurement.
Periodic cell of 144 atoms, Si90O54, from a study of silicon, its oxide and their interface. The atomic structure is a simulated model.

Settings
functional: r2SCAN
potential files: Ansatz norm-conserving
basis: plane waves
wave-function cutoff: 1300 eV
density cutoff ratio: 4
exchange-correlation grid ratio: 1
k mesh: 2 x 2 x 1, shifted by 0.5 0.5 0.5 of a step
self-consistency stop: 5e-08 eV per atom in the density residual
occupations: Fermi-Dirac, 0.05 eV
spin: none
net charge: 0

Cell vectors (angstrom)
a 11.54 0 0
b 0 11.54 0
c 0 0 18.5197

Atoms: element, x, y, z (angstrom)
Si -2.4662 0.5765 0.8212
Si -0.4011 1.0699 -3.0343
Si 1.1135 4.8099 2.2697
Si 3.6221 -0.151 0.616
Si 1.2215 3.9485 0.1776
Si 3.2735 8.4223 0.7101
Si 7.2193 -0.5054 -1.546
Si 9.4947 4.1797 -0.5872
Si 7.5954 7.8562 -0.6214
Si 1.614 -1.3919 1.0714
Si 2.9075 2.9596 1.6887
Si 3.2539 5.9582 2.0405
Si 4.0963 0.1568 -1.4892
Si 5.2757 4.3878 1.8493
Si 5.5466 7.4261 2.8152
Si 10.7709 -0.5869 -0.2983
Si 9.0104 4.1052 1.5167
Si 9.3304 8.2031 1.4022
Si 2.2344 0.7626 3.4103
Si 3.0221 4.0508 3.7798
Si 2.0428 8.5432 2.9476
Si 5.7635 1.9932 2.6587
Si 7.5654 5.8535 1.8946
Si 5.3864 11.0165 2.3775
Si 9.3314 1.9537 2.4561
Si 10.5049 5.7038 2.1864
Si 10.0592 10.3299 2.6766
Si 0.1368 1.6547 3.2184
Si -1.1794 5.1158 4.8775
Si -0.1748 9.6442 4.298
Si 4.8017 1.7662 4.7544
Si 5.0736 5.5219 4.3865
Si 3.8397 9.3941 3.6553
Si 7.347 2.3319 4.4504
Si 7.9993 6.1775 4.2548
Si 7.941 10.1521 3.7297
Si 0.3015 0.1312 5.2779
Si 0.5206 3.6519 4.6081
Si -0.2461 6.9877 6.4421
Si 4.2189 -0.4221 5.2231
Si 4.1798 3.701 6.0032
Si 4.1567 7.4247 5.5691
Si 7.4767 0.2404 5.4009
Si 8.0291 4.0845 5.5661
Si 7.6042 8.25 5.1507
Si 2.2645 0.1072 6.5828
Si 2.158 3.9757 6.9537
Si 2.6673 7.4396 7.5183
Si 5.8339 0.5912 6.8756
Si 6.2259 4.435 7.1843
Si 5.8216 8.4852 6.5481
Si 9.5935 -0.0813 6.0127
Si 9.669 4.4442 7.2047
Si 9.7145 9.0233 6.1568
Si 1.4197 2.1508 8.3415
Si 2.5402 5.3086 8.7286
Si 1.8248 9.8172 7.9616
Si 6.1003 2.7626 8.8874
Si 6.8397 6.4502 7.7672
Si 6.5007 9.9066 8.059
Si 10.1695 2.5248 7.9187
Si 10.6076 6.1535 8.3439
Si 9.5824 10.341 8.1397
Si -3.552 1.9217 9.8582
Si 0.3327 6.3887 10.1737
Si -0.0475 9.8019 9.4434
Si 3.762 3.4081 9.7689
Si 4.7879 8.0195 11.316
Si 4.7249 10.1828 9.5695
Si 9.1967 6.3561 11.702
Si 8.3617 4.9641 9.4831
Si 8.179 10.1024 9.8762
Si -1.1335 -6.7216 14.2141
Si -9.2379 8.4292 16.135
Si 0.5788 -1.5702 14.3146
Si 5.5035 6.4066 16.1207
Si 4.6911 7.1761 8.8274
Si 5.1657 11.48 12.5251
Si 7.7881 -1.3197 13.9976
Si 9.4437 9.6148 11.6404
Si -2.661 3.3793 15.0881
Si 4.5471 3.5441 17.5248
Si 6.2722 7.3198 13.0904
Si 14.6517 -2.2868 13.1412
Si -2.2822 6.8703 16.6928
Si 1.4006 3.1868 14.4242
Si -0.469 8.35 16.2523
Si 2.8933 4.9724 16.7119
Si 4.0913 14.5367 12.7692
Si 6.2251 4.6025 14.3847
O -2.6291 -5.6591 -0.7018
O -5.9083 -4.3057 -3.836
O -0.3614 -0.1782 -4.1511
O -1.7693 6.1388 -3.1232
O 3.4886 6.8304 0.6465
O 4.9311 10.9723 -7.4085
O 5.6472 -0.428 -1.782
O -0.4124 3.5679 -0.5863
O 1.1211 -4.1601 -2.3749
O 3.4516 1.5312 1.0018
O 10.7859 7.1047 1.2442
O 3.1456 8.3509 -3.7428
O 7.8711 0.544 -0.4114
O 2.5769 2.1234 -8.7463
O 0.9613 1.8263 -3.3207
O 8.0269 -0.6577 -2.9956
O 6.1886 7.1395 -1.1929
O 7.196 9.4548 -1.0815
O -1.8371 -3.6161 11.8485
O 1.9949 5.878 10.1697
O 6.1987 4.8362 15.8887
O -0.0125 2.2272 9.0811
O -2.9703 3.6557 16.6924
O -0.5815 10.1306 10.989
O 6.7431 5.7803 13.4677
O 3.2294 -1.4037 9.1352
O 13.7737 3.881 15.5967
O 5.0231 3.6605 13.8186
O 4.5542 16.9388 8.8446
O 4.3784 15.2731 11.2541
O 8.014 -11.2162 9.9242
O 4.7834 1.4279 12.7845
O 11.3879 7.9231 9.7671
O 7.939 6.1373 10.6352
O -2.4372 -1.0153 13.1348
O 1.85 -1.3472 13.155
O 3.2858 8.1754 12.0505
O 4.3121 -1.1854 13.4145
O -7.6744 6.0924 16.0257
O 9.5408 5.6967 13.0517
O 2.8316 20.4541 17.6414
O 6.7044 11.0003 12.8813
O 18.9818 3.4025 14.3128
O 7.176 -2.8146 13.838
O 11.3188 0.2441 16.8166
O 1.757 5.2708 17.7668
O -1.7427 1.8976 15.1322
O 1.4442 9.8401 15.922
O -0.7775 -2.1655 17.664
O 0.2957 4.2417 13.8684
O 5.5775 4.0825 18.7248
O 2.4071 3.0454 13.1185
O 16.1963 1.9602 17.0963
O -0.2334 8.6234 14.3333

Results
free energy: -35587.447 eV
free energy less fixed offsets of O -463.61, Si -117.95 eV per atom: 62.993 eV
pressure: -2.59 GPa
stress xx, yy, zz, yz, xz, xy (GPa, positive in tension): 3.01, 2.8, 1.96, -0.3, 1.18, -0.91

Forces (eV/angstrom), in the order of the atoms: element, x, y, z
Si -0.3731 -2.324 -2.5247
Si -1.2377 -2.6266 -2.309
Si 0.0333 0.3721 1.3654
Si -0.3552 0.4827 3.8074
Si -2.1996 -0.0517 -1.428
Si 0.3902 1.317 -1.2213
Si 0.402 -2.5264 0.164
Si 1.01 0.4615 -0.9564
Si -0.3837 3.74 -1.4419
Si -1.0648 1.7579 1.1372
Si 0.0783 -1.0409 -1.4058
Si 0.8272 -0.1897 0.886
Si 2.633 2.1928 -3.0214
Si -0.1363 -0.1264 0.0182
Si -0.3307 -0.0581 0.4521
Si 3.1108 -0.0338 -1.7776
Si -0.4841 -1.0167 1.5101
Si 0.6442 -1.4333 -0.3408
Si 0.2031 -0.4796 -0.3871
Si -0.362 -0.3105 0.7718
Si -3.6219 -0.5904 -0.7709
Si 0.1304 0.4236 0.0613
Si -0.7937 1.0274 1.4098
Si 0.5166 -0.3763 0.0024
Si 0.0585 1.6105 2.2992
Si 0.7034 1.305 0.3537
Si -2.1337 -0.1518 -2.1503
Si -0.796 0.6706 0.657
Si -0.428 2.1467 -0.0666
Si 1.4274 -1.5736 1.0469
Si -0.799 0.5774 0.2127
Si -0.5385 0.1735 -0.0304
Si 3.4653 0.5233 1.0457
Si 0.4879 -1.866 -2.3262
Si -0.2098 -1.0411 -0.9111
Si -1.3263 -0.0279 -0.4792
Si 0.226 0.7335 -0.8769
Si 1.7457 -0.6672 -0.4101
Si 0.2326 0.5534 -2.0338
Si -0.7199 0.3694 1.2186
Si 1.3826 -0.0171 -0.4493
Si -1.6627 -0.0383 -0.613
Si 0.4334 0.3509 -1.0103
Si -0.3043 1.9654 0.816
Si 0.9482 0.7392 -0.2439
Si -1.0511 0.7486 0.8626
Si -2.2396 -0.9968 -0.2939
Si -0.5704 0.889 -0.7159
Si -0.4255 -0.3994 1.6137
Si -1.0182 -1.9994 -0.8799
Si 1.1001 -1.4768 -0.2171
Si 1.5782 0.6452 1.8198
Si -0.3765 1.3783 -0.9508
Si 0.2724 -1.5837 -0.2594
Si 3.6808 -0.6296 1.1694
Si 2.639 0.793 -0.009
Si 2.6596 -0.5801 2.074
Si -1.5057 -0.0388 -1.4406
Si 0.3014 2.1066 0.7897
Si -0.2967 2.1117 2.3112
Si 0.1809 -3.6262 2.5953
Si -0.9773 -0.8084 1.0007
Si 1.7014 -0.4215 -1.1557
Si 1.756 0.7918 -0.7897
Si -0.2863 -0.4903 1.2103
Si -0.9443 -2.7886 0.3903
Si -0.2668 -2.0058 -1.0402
Si 0.4195 -0.0585 -2.5818
Si 1.4491 -0.3508 3.6406
Si 2.484 2.2629 -3.0184
Si 0.1133 0.5014 -1.2556
Si -2.6225 2.343 -1.8594
Si -4.6528 3.3373 0.8757
Si 0.1012 2.8193 -0.9325
Si 2.3584 4.0213 1.308
Si -0.7913 1.0379 -3.3366
Si 1.0292 -1.9966 1.3904
Si 1.7834 -2.9217 3.7808
Si -2.8829 1.5404 -1.5599
Si 2.4902 -0.5622 2.948
Si 0.6367 -2.6755 0.6711
Si 0.9606 -2.6446 1.4164
Si -0.072 2.1786 5.5047
Si 1.8638 1.7525 6.9669
Si 1.3363 3.8509 -2.395
Si 2.4282 -0.3586 -0.136
Si 2.4514 -0.7469 -0.2469
Si 0.6025 -2.2487 -2.5366
Si -1.5633 -2.2997 -2.322
Si 2.352 -5.1963 -4.9201
O 1.7285 -4.881 2.301
O -1.515 -0.4843 2.0608
O 1.631 -1.3131 0.1569
O 1.801 -3.2816 -2.7494
O -0.3259 -0.8697 -1.1726
O -1.0683 -0.5411 -7.0512
O -1.7663 1.5536 -0.2737
O 0.0645 1.4543 -0.185
O -2.9091 -0.4379 1.4085
O -0.5197 -0.169 0.295
O -2.323 0.405 0.9413
O 0.2973 1.0507 -2.6201
O 0.0437 -0.7968 -0.1641
O -0.0342 1.3466 -1.7967
O 0.5688 2.1217 -1.2896
O -0.6851 0.0056 -0.9165
O -0.2716 -0.3227 1.389
O 1.2846 -1.1346 1.6784
O -2.1001 1.5493 0.018
O -1.8974 0.6104 0.3698
O -1.9661 3.1056 4.4621
O -1.6964 0.298 -1.6413
O 1.0643 -0.4996 -0.3492
O -1.0366 0.141 0.5746
O 1.5295 -0.4706 -3.1025
O -2.382 0.2679 -1.1373
O 1.2256 2.5041 1.4857
O 0.4021 2.6312 1.6479
O -2.3061 1.4846 0.1112
O -1.309 -1.195 2.4271
O -0.1778 -2.1429 0.8767
O -1.8095 3.3266 0.0221
O 1.1906 2.2812 -0.8553
O 0.6698 0.5497 2.6224
O 1.9073 -2.6529 -3.311
O -4.0931 -0.5106 1.1733
O 0.608 -1.5748 -1.6816
O -0.5289 -0.4983 -0.5497
O -0.2923 0.1417 1.6607
O 1.2854 -2.4967 1.6393
O 1.4766 -2.0398 0.1624
O 0.2183 1.1261 1.8146
O 0.8713 0.5709 0.3553
O 0.7908 -1.7971 -1.3639
O -1.3098 -0.2602 3.435
O -0.7525 -0.4818 0.741
O -1.0387 1.541 0.227
O -2.4134 0.6332 -2.8005
O -0.1927 0.0681 -1.3241
O -0.1577 0.4145 0.0271
O -0.8601 -0.5608 -1.8381
O 2.1388 -0.5681 0.2545
O -0.4591 1.2215 0.2351
O -1.6146 -0.5628 2.071
